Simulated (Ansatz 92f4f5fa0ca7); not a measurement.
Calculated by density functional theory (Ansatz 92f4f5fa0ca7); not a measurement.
Periodic cell of 320 atoms, Si176O144, from a study of silicon, its oxide and their interface. The atomic structure is a simulated model.
Doubt: the cutoff is low for norm-conserving oxygen, so forces and energies are approximate.

Settings: functional PBE; potential files PseudoDojo norm-conserving; basis plane waves; wave-function cutoff 850 eV; density cutoff ratio 4; exchange-correlation grid ratio 1; k mesh 1 x 1 x 1, Gamma-centred; self-consistency stop 5e-08 eV per atom in the density residual; occupations fixed; spin none; net charge 0.

Cell vectors (angstrom)
a, 15.3871, 0, 0.007
b, 0, 15.3871, 0.0154
c, -0.5613, -0.9052, 22.0995

Atoms: element, x, y, z (angstrom)
Si, -2.3467, -1.6764, 14.8085
Si, -2.6658, 3.4056, 14.6673
Si, -2.6366, 6.5828, 14.6219
Si, -2.5699, -4.096, 14.8764
Si, 1.3398, -1.2978, 14.594
Si, 1.4257, 3.1627, 14.6903
Si, 1.8367, 6.2719, 14.2505
Si, 1.4238, 10.9381, 14.7489
Si, 5.0671, -0.3474, 14.5666
Si, 5.0474, 2.1357, 14.5666
Si, 5.2363, 7.053, 14.8689
Si, 5.268, 10.1548, 14.8389
Si, 8.7181, -0.3523, 14.2691
Si, 9.0387, 2.7478, 14.6352
Si, 9.0694, 7.4519, 14.9049
Si, 7.2552, 10.565, 15.9845
Si, -0.5078, -0.9871, 16.0118
Si, -0.626, 2.9802, 15.8651
Si, -0.6779, 6.8466, 15.8777
Si, -0.5828, 10.6304, 15.9702
Si, 3.2415, -0.8946, 15.9103
Si, 3.3013, 2.8572, 16.0178
Si, 3.3016, 6.7004, 16.0484
Si, 3.3256, 10.5934, 16.0832
Si, 7.0142, -0.7947, 15.8049
Si, 7.0061, 2.9246, 15.7942
Si, 7.1776, 6.8603, 16.1238
Si, 9.2496, 9.9667, 14.8118
Si, -4.216, -1.0008, 16.0451
Si, 10.9015, 2.9514, 16.0606
Si, 10.9663, 6.8892, 16.1321
Si, 11.0304, 10.6039, 16.2588
Si, -0.0693, 1.9377, -4.8493
Si, 0.0157, 5.7911, -4.8109
Si, -0.0491, 9.6013, -4.7574
Si, 0.0114, -1.9739, -4.6966
Si, 3.7535, 1.8744, -4.7437
Si, 3.9077, 5.6865, -4.7098
Si, 3.7631, 9.5476, -4.7191
Si, 3.9027, -1.9047, -4.7946
Si, 7.652, 1.9621, -4.8398
Si, 7.6505, 5.7199, -4.8191
Si, 7.7177, 9.6493, -4.6122
Si, 7.7366, -1.8595, -4.9472
Si, 11.5818, 1.8909, -4.7315
Si, 11.4862, 5.7933, -4.6942
Si, 11.6456, 9.612, -4.5049
Si, 11.5106, -1.9239, -4.5866
Si, -1.9082, 1.9409, -3.3386
Si, -1.9095, 5.7185, -3.3868
Si, -1.8353, 9.5493, -3.2039
Si, -1.9066, -1.9098, -3.3039
Si, 1.826, 1.855, -3.4463
Si, 1.9367, 5.7539, -3.4008
Si, 1.867, 9.5901, -3.3745
Si, 1.9635, -2.0123, -3.4294
Si, 5.7381, 2.0033, -3.4687
Si, 5.8011, 5.7193, -3.3318
Si, 5.7291, 9.5499, -3.3877
Si, 5.848, -1.8085, -3.5207
Si, 9.5788, 1.8671, -3.4539
Si, 9.5412, 5.7818, -3.3976
Si, 9.637, 9.6887, -3.2682
Si, 9.5366, -1.9196, -3.3905
Si, -1.9194, 0.0461, -1.944
Si, -1.9287, 3.8394, -1.9007
Si, -1.8704, 7.5395, -1.9245
Si, -1.8775, 11.5446, -1.9501
Si, 1.8753, -0.107, -2.1223
Si, 1.885, 3.7787, -2.118
Si, 1.9551, 7.7037, -1.9932
Si, 1.945, 11.4963, -1.9981
Si, 5.765, 0.1413, -2.1319
Si, 5.769, 3.8063, -1.9224
Si, 5.7843, 7.6243, -1.97
Si, 5.8058, 11.5904, -2.277
Si, 9.5741, -0.055, -2.0341
Si, 9.5636, 3.8146, -2.1361
Si, 9.586, 7.7432, -2.0176
Si, 9.5672, 11.6147, -1.9069
Si, 0.0593, -0.0581, -0.6383
Si, 0.09, 3.7836, -0.5921
Si, 0.0708, 7.5812, -0.564
Si, 0.0499, 11.52, -0.5867
Si, 3.8016, 0.0307, -0.8
Si, 3.7478, 3.7545, -0.6622
Si, 3.8809, 7.6954, -0.5528
Si, 3.983, 11.559, -0.8586
Si, 7.6291, 0.0689, -0.7224
Si, 7.7601, 3.8371, -0.5992
Si, 7.711, 7.7279, -0.5887
Si, 7.5363, -3.7784, -0.7196
Si, 11.486, 0.0047, -0.6033
Si, 11.386, 3.8117, -0.6719
Si, 11.5042, 7.6243, -0.6562
Si, -3.8335, -3.8008, -0.6286
Si, 0.6958, 1.8154, 0.6229
Si, 0.8433, 5.6709, 0.6164
Si, -0.3513, 9.5615, 0.6508
Si, -0.2577, -1.9597, 0.7439
Si, 3.1217, 1.8207, 0.5998
Si, 3.2572, 5.688, 0.5871
Si, 3.1062, 8.6486, 4.4542
Si, 4.3817, -1.902, 0.3967
Si, 8.419, 1.8797, 0.5699
Si, 8.3374, 5.8054, 0.6463
Si, 7.0767, 9.6933, 0.5981
Si, 6.7885, -1.8161, 0.4047
Si, 10.8178, 1.9078, 0.6376
Si, 10.7622, 5.7388, 0.562
Si, -3.5354, 9.5795, 0.5974
Si, -3.4301, -1.8971, 0.7313
Si, -0.7992, 2.0542, 3.3995
Si, -0.7341, 4.9957, 3.0967
Si, 0.1396, 9.0332, 3.5676
Si, 1.5492, -1.9793, 3.4471
Si, 4.0522, 1.3513, 2.7162
Si, 4.1742, 6.1755, 3.5181
Si, 4.6484, 9.7451, 0.4699
Si, 3.7731, -1.7764, 2.6818
Si, 6.9845, 2.2283, 3.2696
Si, 7.2329, 5.3755, 3.5938
Si, 7.5562, 10.3572, 2.8506
Si, 7.7154, -1.8749, 2.4968
Si, 11.4557, 2.2503, 2.9105
Si, -3.513, 5.1989, 2.5115
Si, 10.4668, 10.2406, 3.3032
Si, 10.7141, -1.9916, 2.7049
Si, -0.189, 4.6431, 10.6961
Si, -3.646, 1.0453, 10.3177
Si, -2.639, 7.7554, 6.9654
Si, 3.4806, 2.3315, 5.5144
Si, 0.6069, 11.1657, 5.407
Si, 9.1021, 1.5298, 9.579
Si, 4.6792, 10.7931, 3.3712
Si, -3.4613, 10.4648, 5.9192
Si, -2.3167, 5.948, 9.2542
Si, -1.7786, 6.6974, 4.2151
Si, 5.1382, -1.6246, 11.5725
Si, -0.0499, -0.1551, 5.4362
Si, 3.5811, -1.4608, 9.1417
Si, 3.1506, 5.0835, 6.2262
Si, -1.6881, -2.789, 9.4979
Si, 1.8656, 2.3647, 10.1283
Si, 1.6014, 6.9879, 11.3192
Si, 4.6855, 2.9965, 11.4628
Si, 10.7489, -0.1746, 7.8572
Si, 6.3217, -0.8548, 7.8498
Si, -3.0831, 7.6027, 11.6667
Si, 7.2279, 8.3368, 7.696
Si, 9.7852, 10.1791, 8.0206
Si, -1.7167, 2.3928, 12.1083
Si, -3.39, 10.0685, 10.1052
Si, 5.6441, 3.7658, 6.8455
Si, 1.9794, 9.7661, 7.7451
Si, 1.2915, -3.519, 9.7707
Si, 0.8602, 0.9935, 12.5774
Si, 2.6293, 6.9759, 8.4535
Si, 4.4243, 8.6763, 7.2048
Si, 10.5503, 0.0098, 4.8972
Si, 8.697, 5.1587, 12.7232
Si, 8.1435, -0.9143, 11.265
Si, 8.9593, -2.3621, 8.8475
Si, 8.0682, 5.568, 6.4018
Si, -3.2726, -1.4399, 11.9545
Si, 10.941, -4.0787, 12.6205
Si, -1.5957, -2.5221, 6.4942
Si, 1.9831, 0.7355, 7.5627
Si, 5.6944, 5.6956, 12.1759
Si, 1.9932, 9.9139, 11.9244
Si, 6.4133, 2.0737, 9.2168
Si, 7.4272, -0.1742, 4.9927
Si, 5.0188, 10.6804, 11.9326
Si, 6.7014, 8.2811, 10.7879
Si, 10.5149, 6.18, 7.9676
Si, 9.4974, 7.0125, 10.7812
O, 0.4531, 7.0187, 14.6767
O, 10.0213, -1.0656, 14.8848
O, 0.1324, 1.6015, 2.1572
O, 0.5255, 5.547, 2.2351
O, 0.4569, 9.5597, 2.0697
O, 1.5258, 8.4338, 4.1643
O, 0.5812, -2.0075, 2.1336
O, 5.5168, 2.0303, 2.64
O, 3.8114, 5.4502, 2.1214
O, 5.7256, 5.8966, 3.8554
O, 4.1407, 10.2777, 1.9336
O, 8.0411, 1.7194, 2.1578
O, 7.8048, 5.9404, 2.1951
O, 8.9154, 9.7713, 3.5503
O, 9.2551, -1.3613, 2.3339
O, -2.3473, 1.9105, 2.9729
O, -1.9853, 4.7782, 2.0219
O, -1.9511, 9.5993, 1.0256
O, -1.8363, -1.9095, 1.1668
O, -2.3104, -1.1788, 13.2327
O, -2.8402, 2.5987, 13.2512
O, -2.7003, 4.9891, 14.2424
O, -2.6346, 7.4415, 13.2159
O, 10.983, -2.4669, 12.4982
O, -3.064, 10.8288, 13.3738
O, 1.5658, 9.9266, 13.482
O, 1.4008, -2.8913, 14.1921
O, 1.2411, -0.4536, 13.1887
O, 1.6179, 2.1457, 13.426
O, -2.2777, 11.0849, 9.5155
O, 2.3186, 6.7412, 12.7626
O, 1.4148, -4.1172, 11.2624
O, 4.9454, -1.1059, 13.0972
O, 4.7448, 2.6084, 13.0273
O, 5.8728, 2.1837, 10.7286
O, 7.1503, 4.2455, 6.5678
O, 5.0471, 6.0272, 13.6167
O, 5.2795, -4.3458, 13.4702
O, 5.2141, 8.5978, 14.3113
O, 6.5803, -1.1802, 11.0376
O, 6.1836, 9.7009, 11.372
O, 9.0076, 1.2314, 14.0156
O, 8.4311, -1.0298, 12.8376
O, 1.0867, 3.7622, 10.2897
O, 9.2492, 3.8092, 13.4038
O, 9.0577, 6.4754, 13.5889
O, 5.012, -3.2226, 11.2789
O, -0.4026, 3.5742, 3.7844
O, 1.0651, -0.7953, 4.4478
O, -1.9642, 7.2785, 8.3701
O, 1.4303, -3.3405, 4.3194
O, 3.232, 2.0182, 3.9516
O, 4.236, -0.2419, 3.0536
O, 3.2033, 5.6828, 4.7174
O, 3.9077, 7.7641, 3.3476
O, 3.6068, 10.1847, 4.3934
O, 4.6709, -2.9675, 3.4093
O, 7.1936, 1.3746, 4.612
O, 7.2452, 3.775, 3.5549
O, 8.177, 5.871, 4.8113
O, -1.0745, 7.9787, 3.5059
O, 7.7781, -3.4377, 2.8613
O, 9.4507, 0.7524, 8.1929
O, 10.6793, 1.4088, 4.0749
O, 1.3608, 8.5895, 11.2388
O, 11.2222, 3.8526, 3.2035
O, -3.2911, 6.3969, 3.6158
O, 10.5648, -3.5477, 3.1131
O, -3.8917, 9.857, 4.4777
O, 7.4228, 6.8375, 7.1502
O, 11.2415, -1.1517, 3.9948
O, 10.4951, 2.0822, 10.1882
O, -0.9798, 3.8043, 11.8359
O, 4.668, 5.0456, 6.8025
O, 5.0492, 2.7228, 5.7405
O, 1.5541, 10.1914, 6.2543
O, -0.1888, -3.3256, 6.4601
O, 0.6109, 0.2517, 6.8563
O, -3.9571, -0.053, 11.4783
O, 0.2532, 6.0846, 11.301
O, 3.6043, 9.9604, 7.7901
O, 9.0129, -0.365, 5.2511
O, 6.5096, -0.5698, 6.2602
O, 9.7233, 6.9102, 9.1835
O, 10.9653, 9.5417, 8.9615
O, 8.6198, 9.1428, 7.5879
O, -1.8673, 6.9477, 5.7991
O, 10.7001, 7.7088, 11.5878
O, 10.5339, 10.7117, 6.7009
O, -1.0973, 4.8967, 9.3661
O, -3.6455, 5.2962, 8.5706
O, -1.999, -2.1829, 8.0227
O, -2.4194, -1.9914, 10.6951
O, 6.3313, 0.5682, 8.6321
O, 9.0532, -3.9587, 8.7117
O, 2.5822, 3.5792, 6.0231
O, 2.2734, 5.8227, 7.3601
O, 5.7939, 7.0597, 11.3272
O, 1.14, 10.6318, 8.7785
O, 1.7707, 1.9858, 8.5633
O, 4.8277, 4.6086, 11.3662
O, 2.5794, -0.4304, 8.4611
O, 9.5128, 5.2886, 7.0766
O, 6.6768, 8.348, 9.1972
O, 9.0001, -1.9979, 10.4269
O, 10.25, -1.7025, 8.0999
O, 8.4857, 0.5485, 10.7026
O, 7.5632, -1.8074, 8.2548
O, -2.3291, 1.8717, 10.7108
O, -0.5779, 1.1734, 4.7124
O, 10.9796, 10.773, 11.1355
O, -0.7225, 1.2685, 12.7101
O, 3.6057, 9.9159, 11.7351
O, 1.5315, 4.6807, 14.1029
O, 3.3516, 2.5772, 10.6853
O, 4.0278, -0.9364, 10.6133
O, 7.0132, -1.0862, 3.7206
O, 11.2762, 0.0605, 6.3491
O, 5.5478, 3.0639, 8.291
O, 3.0663, 1.0659, 6.4098
O, 4.1722, 7.4718, 8.2732
O, 9.3447, 5.4698, 11.2764
O, 7.957, 2.5999, 9.2317
O, -2.6202, 6.3294, 10.7966
O, 1.2346, 1.153, 11.0151
O, 9.6157, 10.7424, 13.3856
O, 8.2357, 7.9454, 11.1728
O, -0.3764, 10.2378, 4.5181
O, 5.9723, 8.9882, 6.8778
O, -2.6985, -3.4937, 5.8054
O, -3.4761, 0.2779, 8.8951
O, 2.6585, -2.7755, 9.3394
O, 3.6151, 8.1398, 5.8981
O, 11.1817, 7.3164, 7.0114
O, 2.4357, 6.5373, 9.9984
O, 1.6476, 8.2177, 8.0826
O, 7.1134, 5.0037, 12.5143
O, -2.5442, 9.3469, 6.6742
O, 10.9388, 9.5022, 1.9476
O, 4.9164, -1.6105, 8.206
O, 6.1546, 10.16, 3.6712
O, -0.0852, -2.6763, 9.7167
O, -1.3116, -1.1527, 5.6762
O, -2.5507, 8.9286, 10.9017

Results
free energy: -85307.841 eV
free energy less fixed offsets of O -452.00, Si -114.88 eV per atom: -0.961 eV

Forces (eV/angstrom), in the order of the atoms: element, x, y, z
Si, -0.0508, -0.1615, 0.4172
Si, 0.1151, -0.1164, 0.5426
Si, 0.0165, 0.1501, 0.4415
Si, 0.1588, 0.1109, 0.4451
Si, 0.0051, 0.1281, 0.5179
Si, -0.0716, -0.0818, 0.5215
Si, 0.2764, -0.0101, 0.2983
Si, -0.0588, -0.0217, 0.603
Si, 0.0537, 0.0985, 0.3846
Si, 0.1071, -0.1672, 0.4835
Si, 0.0487, -0.0278, 0.4985
Si, 0.0634, 0.0662, 0.6318
Si, -0.4147, 0.0707, 0.3411
Si, -0.1131, 0.0482, 0.5101
Si, 0.0248, 0.1669, 0.4162
Si, 0.0315, 0.0378, -0.037
Si, -0.03, 0.0611, 0.006
Si, -0.0104, -0.0125, 0.0288
Si, -0.2836, -0.0194, 0.3268
Si, -0.0221, -0.0313, -0.0625
Si, 0.016, -0.0078, 0.0403
Si, 0.0273, -0.023, 0.0391
Si, -0.024, -0.0137, 0.0679
Si, 0.0277, -0.0046, 0.044
Si, -0.0725, -0.0352, 0.0005
Si, -0.0458, 0.0275, -0.0086
Si, 0.065, -0.0281, 0.0097
Si, -0.0492, -0.1706, 0.4219
Si, 0.3544, 0.0905, 0.3876
Si, -0.0314, -0.0254, 0.0837
Si, -0.0658, -0.0095, 0.0584
Si, -0.0143, 0.0231, 0.0228
Si, 0.0107, 0.0044, -0.0406
Si, -0.031, 0.0009, -0.0048
Si, 0.0176, -0.005, -0.0296
Si, -0.062, 0.0032, -0.0003
Si, 0.0066, -0.0232, -0.0121
Si, -0.0063, -0.0081, 0.027
Si, 0.0378, 0.015, 0.0183
Si, -0.0323, 0.0031, 0.002
Si, 0.0089, 0.0036, -0.0062
Si, 0.0034, 0.0126, -0.0074
Si, 0.0177, 0.0123, 0.0245
Si, 0, 0.0016, -0.0315
Si, -0.0349, 0.0054, -0.0666
Si, 0.0563, -0.0033, 0.0185
Si, -0.0148, -0.0093, -0.0103
Si, -0.0197, 0.0038, -0.0207
Si, -0.0212, -0.0012, -0.0204
Si, -0.0203, -0.0127, -0.0486
Si, -0.0238, 0.0033, 0.0545
Si, 0.0656, -0.0374, 0.0669
Si, 0.0129, 0.018, -0.0049
Si, -0.0342, 0.034, -0.0136
Si, 0.0058, -0.0091, 0.0108
Si, 0.031, -0.0354, -0.0331
Si, 0.0058, 0.0871, -0.0438
Si, -0.0362, 0.0004, 0.0083
Si, 0.0043, -0.019, -0.0026
Si, 0.0033, 0.0104, 0.0212
Si, -0.0206, 0.0093, 0.0136
Si, 0.0363, 0.0552, 0.0064
Si, -0.0571, 0.0014, -0.0239
Si, -0.0116, -0.002, -0.0111
Si, 0.0147, -0.004, 0.0326
Si, 0.0352, -0.0292, 0.0437
Si, -0.0081, 0.0611, 0.017
Si, 0.0011, -0.0176, -0.0394
Si, 0.0022, 0.0285, 0.0508
Si, 0.0265, -0.0089, 0.0457
Si, -0.0001, -0.0657, 0.0805
Si, -0.0548, -0.0021, 0.0006
Si, -0.06, -0.0532, 0.0582
Si, -0.0079, -0.0044, 0.0486
Si, 0.0623, 0.0509, 0.0888
Si, -0.0045, 0.0605, 0.0113
Si, -0.0007, 0.0222, 0.0201
Si, -0.0006, -0.0364, 0.0367
Si, 0.0128, -0.0746, 0.0514
Si, 0.0593, 0.0143, 0.0035
Si, -0.0269, 0.0087, -0.0227
Si, -0.0268, 0.0069, 0.0118
Si, -0.0247, -0.0758, -0.0371
Si, 0.0024, 0.011, 0.0573
Si, 0.0358, 0.0099, -0.0666
Si, 0.0231, 0.0171, -0.0123
Si, -0.0149, 0.0106, 0.0038
Si, -0.0201, 0.0065, -0.049
Si, -0.0026, -0.0057, -0.0309
Si, -0.0243, 0.0412, 0.0561
Si, -0.0318, 0.064, 0.001
Si, -0.0211, -0.018, 0.023
Si, 0.0361, 0.0182, -0.0364
Si, 0.0585, 0.0121, 0.0009
Si, 0.0141, -0.106, -0.0284
Si, -0.0142, 0.0136, 0.013
Si, 0.1616, 0.0352, -0.4771
Si, 0.0777, 0.0641, -0.4978
Si, 0.1315, -0.04, -0.5746
Si, 0.1755, 0.0064, -0.7083
Si, -0.024, -0.0054, -0.0585
Si, -0.1469, 0.0576, -0.4859
Si, -0.097, 0.0306, -0.0914
Si, -0.034, -0.0052, -0.0279
Si, 0.1189, 0.0252, -0.4872
Si, 0.1999, 0.0108, -0.5124
Si, 0.0185, -0.099, -0.0167
Si, -0.0092, 0.058, -0.1451
Si, 0.0459, 0.0171, -0.104
Si, 0.0031, 0.0463, -0.0838
Si, -0.0976, 0.0063, -0.5651
Si, -0.3029, 0.0409, -0.2614
Si, 0.0047, -0.0257, -0.1798
Si, -0.076, 0.1823, 0.067
Si, 0.0326, -0.0538, -0.1013
Si, 0.1667, 0.0536, -0.2009
Si, -0.1988, 0.0394, -0.507
Si, -0.0429, -0.047, -0.1849
Si, 0.1724, -0.2466, -0.5292
Si, -0.1453, -0.0854, -0.3779
Si, 0.1125, -0.0608, -0.1728
Si, 0.0211, 0.0074, -0.201
Si, -0.0928, -0.2074, -0.5193
Si, -0.2455, 0.0315, -0.4139
Si, -0.1249, -0.0589, -0.4361
Si, -0.2837, 0.0511, -0.4132
Si, -0.0624, -0.0112, -0.1162
Si, 0.1805, -0.0246, -0.3075
Si, -0.0229, -0.0506, 0.0437
Si, -0.0049, -0.0616, 0.004
Si, -0.0224, 0.0068, -0.0375
Si, 0.0306, 0.0389, -0.0831
Si, -0.0456, 0.093, -0.101
Si, 0.0622, -0.0814, -0.0002
Si, 0.1858, 0.0287, -0.2227
Si, 0.0232, -0.0127, -0.0798
Si, 0.0395, 0.0078, -0.0274
Si, 0.1294, -0.2368, -0.1389
Si, -0.0138, 0.0227, 0.2257
Si, 0.0054, -0.0338, -0.0794
Si, 0.0687, -0.0518, 0.0065
Si, 0.0035, 0.0176, -0.0999
Si, -0.0317, -0.0058, 0.0781
Si, -0.0782, -0.0253, 0.0626
Si, 0.0217, -0.0416, 0.1112
Si, 0.0007, -0.0261, 0.1269
Si, -0.0142, 0.0661, -0.0104
Si, -0.0152, 0.0111, -0.0161
Si, 0.0546, -0.0191, 0.2033
Si, 0.038, 0.0437, -0.0349
Si, 0.0342, -0.0338, -0.0082
Si, 0.042, 0.0281, 0.1053
Si, 0.0202, 0.043, 0.0712
Si, -0.0614, -0.032, -0.0527
Si, 0.0724, -0.0483, -0.0347
Si, 0.0008, 0.0868, 0.0123
Si, 0.0515, -0.0264, 0.1136
Si, 0.0131, 0.0038, -0.0109
Si, -0.0231, 0.0562, -0.0508
Si, -0.0258, 0.0515, -0.1105
Si, 0.0359, 0.0581, 0.1735
Si, 0.0182, -0.0036, 0.1409
Si, -0.0053, 0.0941, 0.0058
Si, 0.0027, 0.0231, -0.0825
Si, 0.0989, -0.0229, 0.1123
Si, 0.1152, -0.0301, 0.2177
Si, 0.0268, -0.0185, -0.0361
Si, -0.0819, 0.077, -0.0747
Si, 0.0555, 0.0174, 0.1075
Si, 0.0247, -0.0006, 0.1071
Si, 0.0214, -0.0599, -0.0186
Si, 0.0328, -0.0496, -0.068
Si, -0.0025, 0.0182, 0.0959
Si, -0.0071, -0.0066, 0.1154
Si, 0.0326, 0.0219, 0.0236
Si, -0.0108, -0.0796, 0.056
O, -0.0688, 0.2238, -0.1034
O, 0.1132, -0.2361, -0.0562
O, 0.0697, -0.1887, 0.1352
O, 0.2455, 0.1177, 0.2672
O, 0.3174, 0.1434, 0.0769
O, 0.0027, -0.2349, 0.0997
O, 0.1737, -0.0095, 0.2658
O, -0.0436, 0.1345, -0.1725
O, 0.0815, -0.2183, 0.1345
O, 0.0341, 0.0751, 0.1799
O, -0.3072, 0.0686, 0.0207
O, 0.0799, -0.1099, 0.2327
O, -0.068, 0.1699, 0.1501
O, -0.0221, -0.319, 0.3311
O, 0.0994, 0.288, -0.2049
O, -0.0274, -0.1522, -0.081
O, 0.1375, -0.1222, -0.2427
O, -0.0111, -0.0047, 0.2241
O, -0.1231, 0.0376, 0.2695
O, 0.2904, 0.206, -0.1664
O, -0.3461, -0.1826, -0.1051
O, -0.056, 0.0263, -0.2152
O, 0.106, 0.2245, -0.0954
O, -0.3569, 0.1734, 0.0209
O, 0.1709, -0.2672, -0.3171
O, -0.0905, -0.2702, -0.0467
O, 0.0218, 0.0072, -0.2702
O, 0.0454, -0.1456, -0.3041
O, 0.2758, -0.0298, -0.1071
O, 0.1537, -0.1555, -0.1497
O, 0.3027, 0.1027, -0.1791
O, -0.1556, 0.2218, 0.1951
O, -0.0917, -0.123, -0.1213
O, -0.0514, 0.0169, -0.0615
O, 0.1688, -0.1843, 0.1866
O, 0.2031, -0.2298, 0.01
O, -0.1735, -0.1994, -0.0199
O, 0.073, 0.3664, -0.0896
O, -0.0382, 0.0017, -0.2754
O, -0.0227, 0.0381, -0.2156
O, 0.2077, 0.0879, -0.0682
O, 0.0672, 0.0662, -0.2539
O, 0.0156, -0.2715, -0.0976
O, 0.1605, 0.1444, -0.1163
O, 0.2088, -0.0637, -0.222
O, 0.0959, 0.0032, -0.188
O, -0.0084, -0.0438, -0.2757
O, 0.1664, 0.0972, 0.4129
O, 0.1663, 0.1532, 0.0578
O, 0.333, 0.2407, 0.1179
O, 0.2052, -0.1551, 0.0364
O, -0.3152, 0.1173, 0.0258
O, 0.0869, -0.0145, 0.2136
O, -0.2846, -0.0291, -0.0071
O, 0.1508, 0.176, -0.2967
O, -0.2044, 0.2429, 0.3467
O, 0.1072, 0.1448, 0.3023
O, -0.0116, 0.2004, 0.3566
O, 0.0575, 0.015, 0.1256
O, 0.3309, 0.2426, -0.0253
O, -0.1483, 0.0511, -0.1641
O, 0.0659, -0.018, 0.2051
O, -0.2482, 0.0953, -0.2901
O, -0.1508, 0.1319, 0.2293
O, -0.2672, 0.0991, -0.2379
O, -0.2635, 0.0584, 0.3198
O, -0.247, 0.2804, 0.2534
O, 0.01, 0.0264, 0.1348
O, 0.2009, -0.2791, 0.0171
O, -0.1373, -0.0431, 0.0556
O, 0.3538, -0.0531, 0.2024
O, 0.0331, 0.5293, 0.1588
O, -0.0166, 0.2042, 0.1571
O, 0.1549, 0.3444, 0.1823
O, 0.289, -0.1789, -0.198
O, 0.1313, -0.1395, -0.0836
O, 0.1549, 0.0395, 0.2812
O, -0.1811, -0.0005, 0.2537
O, -0.2531, 0.0987, 0.1609
O, -0.2395, 0.1329, 0.1127
O, 0.2636, 0.4377, 0.1975
O, 0.0143, -0.144, 0.2112
O, -0.2248, -0.0666, -0.0297
O, -0.157, 0.1238, -0.1021
O, -0.0092, -0.2551, -0.0504
O, 0.0544, -0.0042, -0.1436
O, 0.2385, -0.1891, 0.1895
O, -0.1314, 0.2483, 0.1766
O, -0.2098, 0.2363, -0.1289
O, 0.0812, -0.2273, -0.3915
O, -0.0442, -0.4955, -0.0125
O, -0.18, 0.2477, 0.0403
O, 0.0975, 0.0394, -0.0845
O, -0.0421, -0.0224, 0.0172
O, -0.2078, -0.0997, 0.1635
O, -0.4722, -0.0276, 0.0863
O, -0.3605, -0.1069, 0.0567
O, -0.2252, 0.0659, -0.1604
O, -0.2864, -0.1051, 0.0185
O, -0.0974, 0.2259, -0.1592
O, -0.206, 0.1632, -0.323
O, -0.1065, -0.0749, 0.0568
O, 0.1303, -0.3704, -0.0788
O, -0.1588, 0.0189, -0.0447
O, 0.2182, -0.2646, 0.1624
O, 0.1868, -0.2758, -0.1316
O, -0.0809, 0.181, 0.1526
O, -0.0802, -0.1557, -0.0831
O, 0.1753, 0.1062, -0.3415
O, -0.0796, 0.1034, 0.2432
O, -0.3046, 0.0221, -0.2192
O, -0.2097, -0.2339, 0.1529
O, 0.0385, -0.223, -0.1693
O, -0.0522, 0.0387, -0.2125
O, 0.051, -0.0269, -0.0956
O, -0.1998, 0.3113, 0.1345
O, -0.314, 0.0043, 0.1263
O, 0.3683, 0.0969, 0.0114
O, -0.2223, 0.1022, 0.1596
O, 0.1841, -0.2971, -0.0441
O, 0.3371, -0.2067, 0.2832
O, 0.1408, -0.3835, -0.3379
O, 0.1055, 0.4897, -0.1015
O, 0.0529, -0.2537, 0.1628
O, -0.0316, -0.3012, -0.2528
O, -0.2758, 0.0934, -0.1877
O, 0.055, 0.2365, 0.1875
O, -0.4177, 0.066, 0.0492
O, 0.1442, 0.2599, -0.2798
O, -0.105, 0.1193, -0.1955
O, 0.3942, -0.0752, -0.1491
O, 0.1217, -0.1255, -0.0827
O, -0.04, -0.2637, 0.0816
O, -0.2743, 0.1473, -0.2545
O, 0.1946, -0.2494, 0.0403
O, -0.4322, -0.0949, 0.0162
O, -0.0989, -0.247, -0.0187
O, 0.281, 0.1393, 0.1414
O, -0.1427, -0.2497, 0.0923
O, -0.0256, -0.2654, -0.1826
O, 0.0418, -0.2085, 0.4054
O, 0.0704, 0.2657, 0.0765
O, -0.306, 0.0734, -0.1264
O, 0.3871, 0.0785, -0.0345

The program warned: the cutoff lies below the one the program advises for these potential files; the forces do not sum to zero within the program's tolerance.
